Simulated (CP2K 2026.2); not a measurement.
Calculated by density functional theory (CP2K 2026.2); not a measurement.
Periodic cell of 464 atoms, Si288O168N8, from a study of silicon, its oxide and their interface. The atomic structure is a simulated model.
Doubt: the forces sum to 2.37 eV/angstrom along one axis rather than to zero, so they err by at least 0.0051 eV/angstrom per atom on average; the grid cutoff is modest.

Settings
functional: PBE
method: Gaussian and plane waves
basis set: DZVP-MOLOPT-SR-GTH
pseudopotentials: GTH-PBE
grid cutoff: 350 Ry, relative cutoff 50 Ry
k points: Gamma only
occupations: fixed
spin: none
net charge: 0

Cell vectors (angstrom)
a	16.3356	0	0
b	0	16.3356	0
c	2.441	-6.5979	29.7599

Atoms and the computed forces on them: element, x, y, z (angstrom), force x, y, z (eV/angstrom)
Si	1.795	14.77	0.094	-0.16	0.056	0.679
Si	6.76	-5.146	29.683	-0.356	0.241	0.423
Si	0.961	4.249	0.154	0.166	-0.037	0.672
Si	3.898	7.201	0.301	0.097	-0.129	0.72
Si	1.704	9.412	0.036	-0.267	0.078	0.61
Si	6.31	5.804	29.749	0.255	-0.055	0.6
Si	8.981	8.838	29.523	0.261	-0.342	0.582
Si	9.385	1.693	0.256	0.172	-0.136	0.633
Si	7.248	3.999	0.064	-0.315	0.149	0.553
Si	11.749	0.382	29.706	0.23	-0.053	0.612
Si	9.525	2.644	29.694	-0.138	0.157	0.652
Si	9.94	11.88	0.161	-0.114	0.13	0.759
Si	12.636	14.776	0.032	-0.267	0.134	0.642
Si	14.477	1.615	0.049	0.389	-0.189	0.631
Si	12.563	4.103	0.299	-0.243	0.043	0.609
Si	15.265	6.598	0.082	-0.092	0.194	0.673
Si	12.179	9.695	0.074	0.217	-0.153	0.674
Si	14.869	12.553	0.131	0.125	-0.196	0.658
Si	2.853	0.12	1.31	0.046	0.022	-0.047
Si	5.495	2.929	1.283	0.039	0.015	-0.037
Si	2.644	5.488	1.373	0.002	-0.038	-0.154
Si	5.531	8.301	1.49	0.022	0.02	-0.022
Si	2.764	10.947	1.442	0.004	0.004	-0.022
Si	5.527	13.678	1.102	0.007	0.043	-0.029
Si	8.162	0.015	1.284	-0.021	0.014	-0.045
Si	10.93	2.891	1.513	-0.003	0.01	-0.028
Si	8.247	5.544	1.467	-0.007	-0.004	-0.041
Si	10.924	8.123	1.284	-0.009	0.003	-0.071
Si	8.228	10.794	1.318	0.019	0.006	-0.057
Si	10.982	13.634	1.291	0.002	-0.02	-0.053
Si	13.575	0.019	1.496	0.008	-0.024	-0.063
Si	16.189	2.66	1.394	-0.056	-0.076	-0.051
Si	13.774	5.541	1.58	0.04	0.027	-0.005
Si	16.429	8.22	1.318	-0.012	0.01	-0.072
Si	13.703	10.927	1.377	0	-0.003	-0.048
Si	16.434	13.727	1.398	0.006	0.005	-0.049
Si	1.365	1.361	2.665	-0.012	0.016	0.013
Si	4.077	4.169	2.691	-0.007	-0.009	0.008
Si	1.365	6.851	2.78	-0.051	-0.004	0.019
Si	4.15	9.643	2.813	-0.019	-0.005	0.02
Si	1.365	12.285	2.762	-0.008	0.017	0.024
Si	4.201	15.019	2.624	-0.011	-0.033	0.034
Si	6.803	1.435	2.648	0.001	-0.02	0.032
Si	9.57	4.201	2.861	0.017	0.002	0.034
Si	6.801	6.828	2.793	0.002	0.005	0.035
Si	9.565	9.46	2.719	0.031	0.005	0.038
Si	6.852	12.287	2.553	-0.047	-0.015	-0.003
Si	9.544	14.97	2.624	0.012	0.004	-0.002
Si	12.204	1.39	2.814	-0.017	0.019	0.019
Si	14.999	4.049	2.881	0.009	0	0.023
Si	12.263	6.857	2.761	-0.016	-0.004	0.005
Si	15.042	9.546	2.702	0.007	-0.008	0.008
Si	12.313	12.289	2.727	-0.017	-0.028	0.03
Si	15.056	15.056	2.776	-0.006	-0.015	0.024
Si	16.402	0.044	4.128	-0.004	0.008	0.021
Si	2.73	2.745	4.019	-0.007	-0.004	0.005
Si	16.373	5.462	4.154	0.013	-0.016	-0.007
Si	2.759	8.212	4.105	0.015	0.001	0.003
Si	16.356	10.907	4.108	-0.003	-0.003	-0.003
Si	2.793	13.669	4.025	0.014	0.026	0.01
Si	5.496	0.036	4.04	-0.011	-0.007	-0.011
Si	8.164	2.749	4.075	-0.01	0.006	0.008
Si	5.426	5.467	4.116	0.015	-0.013	0.023
Si	8.192	8.168	4.127	0.011	0.006	-0.001
Si	5.516	11.014	4.081	0.026	0.017	0.003
Si	8.193	13.604	3.986	0.007	-0.002	0.013
Si	10.838	-0.011	4.083	-0.002	0.014	0.022
Si	13.591	2.714	4.18	-0.004	0.006	-0.003
Si	10.941	5.519	4.186	-0.012	-0.004	0.012
Si	13.639	8.223	4.08	0.012	-0.003	-0.013
Si	10.915	10.894	4.044	-0.009	0.01	-0.006
Si	13.666	13.646	4.088	0.006	0.026	-0.006
Si	1.359	-1.386	10.93	-0.004	0.012	0.002
Si	4.009	1.283	10.894	-0.009	-0.002	-0.002
Si	1.374	4.059	10.867	0.001	0.008	0.007
Si	4.035	6.8	10.857	-0.018	-0.033	-0.017
Si	1.279	9.479	10.899	-0.007	-0.019	0
Si	4.093	12.272	10.875	-0.003	-0.006	0.004
Si	6.806	-1.409	10.928	-0.007	0.006	0.006
Si	9.518	1.319	10.854	-0.001	-0.005	-0.002
Si	6.774	4.012	10.831	0.001	0.003	0.004
Si	9.534	6.794	10.827	-0.001	-0.015	0.001
Si	6.799	9.531	10.899	0.006	-0.005	0.003
Si	9.495	12.204	10.928	0.005	-0.009	0.003
Si	12.206	-1.44	10.873	0	0.015	0.007
Si	14.93	1.335	10.86	0.003	0.008	0.001
Si	12.243	4.047	10.928	0.006	0.014	-0.002
Si	14.902	6.767	10.835	0.011	0.008	-0.006
Si	12.238	9.547	10.906	-0.014	-0.002	0.005
Si	14.969	12.247	10.921	-0.005	-0.005	-0.006
Si	2.709	-0.081	12.356	0.045	0.036	-0.01
Si	5.377	2.653	12.175	-0.024	0.017	-0.009
Si	2.678	5.46	12.246	-0.014	0.02	-0.009
Si	5.416	8.137	12.195	0.009	0.008	-0.011
Si	2.661	10.914	12.143	-0.01	0.014	-0.033
Si	5.441	13.579	12.324	-0.008	-0.002	-0.022
Si	8.224	-0.063	12.242	0.009	-0.007	-0.009
Si	10.848	2.662	12.249	-0.001	0.002	-0.001
Si	8.18	5.378	12.114	0.005	-0.01	-0.039
Si	10.862	8.154	12.217	0.009	-0.001	-0.023
Si	8.129	10.866	12.328	0.01	0.013	0.001
Si	10.877	13.523	12.288	0.008	-0.012	-0.007
Si	13.544	-0.054	12.187	0.008	0.019	-0.029
Si	16.333	2.683	12.181	-0.015	-0.014	-0.025
Si	13.595	5.447	12.276	-0.011	0.003	-0.003
Si	16.216	8.054	12.24	0.031	0.023	-0.033
Si	13.605	10.9	12.287	0	-0.006	-0.014
Si	16.312	-2.713	12.304	-0.01	-0.019	-0.017
Si	1.267	1.293	13.614	-0.026	-0.025	0.04
Si	4.076	4.077	13.531	0.021	-0.001	0.018
Si	1.179	6.676	13.649	-0.011	-0.054	0.043
Si	3.976	9.498	13.448	-0.004	0.015	0.026
Si	1.359	12.245	13.613	0.026	-0.022	0.049
Si	4.096	-1.425	13.771	-0.007	-0.022	0.082
Si	6.757	1.268	13.48	0.003	0.004	0.017
Si	9.483	4.048	13.568	-0.001	0.015	0.047
Si	6.815	6.718	13.444	0.007	0.012	0.046
Si	9.502	9.473	13.635	0.005	-0.008	0.044
Si	6.761	12.19	13.739	-0.012	0.006	0.05
Si	9.51	-1.487	13.661	-0.036	0.004	0.039
Si	12.132	1.209	13.581	-0.007	-0.012	0.037
Si	15	4.054	13.55	0.016	-0.015	0.063
Si	12.188	6.796	13.618	-0.043	-0.007	0.072
Si	14.889	9.436	13.602	-0.007	-0.013	0.032
Si	12.262	12.23	13.714	-0.012	-0.006	0.039
Si	14.893	-1.347	13.613	0.009	0.009	0.062
Si	15.91	0.285	14.958	0.268	-0.12	-0.696
Si	2.514	2.873	14.759	0.064	-0.091	-0.661
Si	16.532	4.974	15.121	-0.291	0.392	-0.511
Si	2.355	8.375	14.692	0.064	-0.148	-0.62
Si	16.513	10.606	14.784	-0.118	0.118	-0.668
Si	2.938	-3.064	15.059	-0.156	0.265	-0.638
Si	5.8	-0.278	14.976	-0.28	0.097	-0.725
Si	7.848	2.854	14.753	0.185	-0.034	-0.661
Si	5.739	5.157	14.796	-0.211	0.04	-0.612
Si	8.321	7.819	14.834	-0.072	0.251	-0.674
Si	5.068	10.976	14.867	0.246	-0.052	-0.66
Si	7.957	-2.583	15.085	0.149	-0.248	-0.633
Si	11.059	-0.384	15.02	-0.106	0.198	-0.648
Si	13.731	2.48	14.656	-0.153	0.036	-0.722
Si	10.571	5.662	14.896	0.192	-0.214	-0.716
Si	13.269	8.374	14.983	0.227	-0.149	-0.648
Si	11.076	10.621	14.96	-0.178	0.157	-0.659
Si	13.402	-2.478	15.03	0.076	-0.246	-0.658
Si	6.825	9.534	16.92	0.016	0.009	0.096
Si	9.791	6.122	22.793	0.108	0.141	0.079
Si	9.113	11.738	17.126	0.107	0.115	0.058
Si	9.689	4.982	20.187	-0.004	-0.06	-0.111
Si	5.979	3.366	20.838	0.106	-0.024	-0.031
Si	3.694	3.259	18.871	-0.108	-0.12	0.027
Si	17.673	8.85	25.582	-0.063	-0.073	-0.032
Si	11.648	1.139	23.894	0.125	-0.049	0.047
Si	2.694	7.49	17.53	-0.045	0.052	0.125
Si	11.427	-1.858	20.905	0.128	0.009	0.057
Si	16.253	-0.095	18.052	-0.046	-0.153	0.072
Si	10.498	-4.716	25.691	-0.005	0.11	0.008
Si	15.109	12.227	17.141	-0.039	0.125	-0.037
Si	12.661	10.6	21.374	-0.037	0.081	-0.017
Si	6.479	1.585	25.793	0.081	0.159	-0.027
Si	12.96	3.728	25.029	-0.044	0.023	0.069
Si	14.479	-1.069	20.25	-0.066	-0.045	-0.029
Si	8.846	9.057	26.479	0.119	-0.205	0.002
Si	9.337	6.189	25.655	-0.186	0.139	0.046
Si	2.47	5.973	25.077	0.013	0.059	0.074
Si	4.938	5.744	17.689	0.012	0.003	0.166
Si	13.065	-4.637	27.377	0.159	0.004	-0.022
Si	12.531	7.715	22.676	0.092	-0.057	-0.045
Si	3.718	10.893	20.767	0.207	0.112	-0.109
Si	10.207	11.733	20.125	-0.122	-0.051	0.102
Si	9.564	1.473	16.96	0.035	-0.036	0.041
Si	15.737	-0.114	22.951	0.187	-0.092	-0.032
Si	17.917	4.677	20.307	-0.085	0.036	-0.073
Si	12.035	5.655	26.965	0.04	-0.166	-0.066
Si	6.399	-5.355	26.672	0.107	0.131	0.098
Si	3.954	1.071	16.946	0.094	-0.009	0.037
Si	5.127	-3.159	27.798	0.195	-0.335	0.008
Si	7.881	10.558	21.86	0.125	-0.002	0.064
Si	16.501	1.875	27.66	0	0.013	0.037
Si	15.241	6.404	22.675	-0.106	-0.083	-0.054
Si	7.053	-1.144	22.985	0.329	-0.038	-0.104
Si	15.684	2.262	24.825	-0.067	0.014	-0.027
Si	9.09	0.033	24.722	-0.123	-0.18	-0.244
Si	6.931	6.011	19.98	-0.027	0.048	0.044
Si	14.624	10.283	19.166	0.144	-0.109	0.044
Si	6.585	-0.723	27.627	0.248	0.008	-0.139
Si	2.354	4.204	27.669	0.05	0.022	-0.006
Si	4.843	7.72	24.712	0.099	-0.044	-0.029
Si	2.477	-1.548	17.758	-0.129	-0.002	0.199
Si	13.378	-1.502	27.764	-0.057	0.001	-0.036
Si	2.859	9.262	23.18	-0.052	0.05	0.023
Si	15.295	4.21	20.682	0.118	0.113	-0.189
Si	9.681	0.262	21.828	-0.193	-0.119	0.204
Si	17.772	9.659	19.236	-0.103	0.134	0.032
Si	17.296	2.096	19.779	0.044	0.117	0.046
Si	9.101	-2.158	26.855	0.129	-0.02	-0.001
Si	11.836	3.703	16.83	-0.076	0.08	-0.041
Si	15.62	10.03	27.476	0.068	0.055	0.066
Si	14.098	7.578	17.945	0.008	0.025	-0.057
Si	12.669	5.075	19.313	0.032	0.017	0.115
Si	17.949	7.374	21.38	-0.069	-0.248	-0.017
Si	3.968	9.228	26.962	0.029	-0.131	-0.041
Si	6.208	8.966	19.961	-0.124	0.079	0.055
Si	16.466	5.878	18.069	-0.128	-0.342	0.16
Si	7.866	8.103	23.819	0.065	0.094	0.13
Si	8.511	2.169	19.699	-0.006	0.069	-0.032
Si	3.116	-2.553	20.419	0.077	-0.031	0.15
Si	5.605	-3.535	22.052	-0.141	0.112	-0.255
Si	11.952	-3.43	23.419	0.037	-0.04	0.04
Si	5.872	-3.172	24.891	0.062	0.026	-0.048
Si	2.359	0.147	21.941	0.014	0.001	0.017
Si	13.649	-1.252	24.701	-0.052	-0.047	-0.06
Si	5.097	1.357	23.095	-0.143	-0.025	-0.033
Si	17.075	4.27	23.087	-0.217	-0.059	-0.061
Si	7.7	4.058	27.456	0.074	-0.079	-0.066
Si	13.625	6.528	24.89	0.046	-0.049	0.114
Si	16.719	-2.672	19.364	0.001	0.161	0.023
Si	1.417	14.977	5.439	0.006	-0.007	0.018
Si	4.081	1.362	5.39	-0.014	0.009	0.002
Si	1.405	4.082	5.459	0.006	0.003	0.009
Si	4.084	6.833	5.474	-0.005	-0.011	0.026
Si	1.382	9.553	5.465	-0.006	-0.003	0.008
Si	4.112	12.315	5.438	-0.005	0.005	0.007
Si	6.838	14.972	5.38	0.011	0.005	0.014
Si	9.495	1.357	5.444	-0.003	0.007	0.017
Si	6.797	4.085	5.452	-0.013	-0.007	0.012
Si	9.532	6.834	5.513	0.006	0.002	0.01
Si	6.828	9.577	5.434	-0.012	-0.005	0.007
Si	9.535	12.251	5.39	-0.003	-0.006	0.012
Si	12.252	14.981	5.43	-0.002	-0.01	0.006
Si	14.994	1.36	5.481	0.012	-0.003	0.019
Si	12.255	4.099	5.515	-0.019	-0.022	0.029
Si	14.967	6.826	5.452	-0.021	-0.011	0.004
Si	12.265	9.56	5.441	-0.002	-0.014	-0.002
Si	14.986	12.264	5.458	0	-0.012	0.02
Si	2.747	0.014	6.799	0.002	-0.006	0.004
Si	5.432	2.703	6.786	0.016	0.003	0.004
Si	2.735	5.445	6.828	0.008	-0.003	0.01
Si	5.452	8.207	6.804	-0.003	0.008	0.005
Si	2.747	10.928	6.801	0.013	0.002	0.005
Si	5.473	13.648	6.795	-0.004	0.009	0.005
Si	8.156	-0.029	6.795	-0.006	-0.003	0.012
Si	10.869	2.706	6.811	0.005	0.012	0.016
Si	8.159	5.442	6.829	0.011	-0.01	0.009
Si	10.904	8.2	6.824	-0.011	-0.006	0.005
Si	8.189	10.914	6.796	0.013	0.004	0.001
Si	10.887	13.605	6.779	0.004	0	0.009
Si	13.621	-0.016	6.815	0.013	0.032	0.006
Si	16.351	2.727	6.814	-0.013	0.005	0.004
Si	13.629	5.466	6.836	0.005	0.005	0.007
Si	16.333	8.185	6.808	0.018	0	0.001
Si	13.607	10.91	6.809	-0.008	0.002	0.008
Si	16.368	13.613	6.803	0.011	-0.002	0.014
Si	1.35	1.339	8.163	0.004	0.02	-0.014
Si	4.084	4.054	8.165	-0.014	-0.009	-0.007
Si	1.341	6.801	8.165	-0.002	-0.015	-0.003
Si	4.079	9.551	8.173	-0.007	-0.008	-0.013
Si	1.368	12.247	8.187	0.001	-0.009	-0.011
Si	4.096	-1.353	8.164	-0.004	0.007	-0.001
Si	6.772	1.312	8.149	-0.017	-0.007	-0.011
Si	9.516	4.06	8.178	-0.007	-0.025	-0.003
Si	6.786	6.816	8.171	-0.003	-0.001	-0.01
Si	9.528	9.548	8.169	0.009	-0.005	-0.01
Si	6.815	12.258	8.155	-0.004	-0.006	-0.011
Si	9.514	-1.391	8.157	-0.002	0.009	-0.007
Si	12.24	1.34	8.163	-0.003	0.006	-0.011
Si	14.978	4.076	8.17	0.01	0.004	-0.007
Si	12.244	6.812	8.173	0.001	-0.001	-0.001
Si	14.957	9.54	8.163	-0.022	-0.005	-0.006
Si	12.231	12.245	8.167	-0.002	-0.014	-0.006
Si	14.983	-1.387	8.174	-0.008	-0.008	-0.006
Si	16.336	-0.024	9.545	0.009	0.015	-0.011
Si	2.712	2.685	9.515	0	0.007	-0.014
Si	16.327	5.424	9.529	-0.007	-0.004	-0.004
Si	2.688	8.18	9.514	0.002	0.02	-0.016
Si	16.309	10.883	9.537	0.015	-0.013	-0.009
Si	2.726	13.627	9.528	0.01	-0.004	-0.013
Si	5.439	-0.037	9.564	-0.004	0.016	0.004
Si	8.144	2.665	9.49	0.005	0.014	-0.013
Si	5.42	5.428	9.52	0.002	-0.006	-0.018
Si	8.159	8.18	9.517	0.005	0.001	-0.017
Si	5.454	10.903	9.527	0.004	0.007	-0.012
Si	8.164	13.586	9.549	0.009	0.003	-0.009
Si	10.884	-0.042	9.511	0.018	0.01	-0.01
Si	13.592	2.716	9.517	0.006	-0.001	-0.012
Si	10.905	5.415	9.524	0.007	0.008	-0.01
Si	13.583	8.188	9.522	-0.005	-0.004	-0.015
Si	10.872	10.889	9.545	0	0.002	-0.004
Si	13.609	13.58	9.527	0.002	-0.003	-0.01
O	14.827	-0.333	18.83	-0.533	0.031	-0.089
O	10.721	2.575	16.951	0.192	-0.069	0.028
O	11.456	10.711	20.287	-0.018	-0.281	-0.41
O	6.279	5.595	18.559	0.384	-0.317	-0.318
O	12.725	-0.031	24.165	-0.043	0.099	-0.222
O	3.284	2.162	15.99	-0.108	0.064	-0.006
O	6.782	3.982	15.282	0.049	0.12	0.494
O	7.509	8.293	16.161	0.041	-0.315	0.245
O	15.217	2.467	28.449	-0.362	-0.119	-0.354
O	3.748	8.967	28.529	-0.231	0.381	0.025
O	8.926	1.255	18.43	-0.255	-0.281	0.106
O	16.887	-5.713	28.329	0.3	0.082	-0.14
O	3.534	0.973	22.749	-0.063	0.324	0.098
O	16.228	-0.286	16.448	0.244	-0.328	0.079
O	1.762	1.042	20.723	0.22	-0.132	-0.119
O	14.228	-3.001	16.352	-0.026	0.072	0.331
O	5.335	0.522	16.328	0.376	0.232	0.419
O	4.024	12.102	15.433	-0.015	-0.001	0.42
O	12.613	-5.451	28.698	0.209	-0.452	-0.058
O	13.027	3.284	15.862	0.432	0.268	0.27
O	10.67	-3.867	29.502	-0.076	-0.173	-0.134
O	8.628	-3.178	16.474	0.128	0.302	0.24
O	8.366	2.012	16.04	-0.184	-0.247	0.123
O	15.663	7.272	18.148	0.315	0.509	0.222
O	15.8	11.215	16.105	-0.214	0.047	0.285
O	16.251	10.2	19.07	0.107	0.285	-0.003
O	16.182	7.031	29.391	0.096	-0.123	-0.354
O	12.283	-0.466	28.389	-0.161	0.018	-0.385
O	5.279	1.687	29.399	0.09	0.024	-0.292
O	12.44	9.197	22.113	-0.094	0.133	0.145
O	10.243	0.132	16.352	0.069	-0.424	0.435
O	7.875	-6.305	29.354	-0.192	-0.053	-0.203
O	17.055	0.599	28.471	-0.075	-0.409	-0.432
O	5.211	6.954	29.323	0.005	-0.179	-0.132
O	2.342	-2.572	16.502	-0.169	-0.086	0.169
O	18.729	-1.185	29.352	0.122	0.095	-0.462
O	4.891	9.804	20.429	0.07	-0.219	-0.043
N	4.262	-3.772	20.948	0.106	-0.062	-0.128
O	11.19	5.453	19.829	-0.122	0.587	0.177
O	14.564	-5.147	27.008	0.031	0.324	-0.083
O	7.307	0.057	28.835	0.478	0.246	0.25
O	13.511	4.216	29.401	-0.031	-0.063	-0.241
O	2.702	4.854	26.23	0.231	-0.268	-0.204
N	8.692	-0.478	23.078	0.078	-0.093	-0.007
O	15.136	6.628	24.301	0.537	-0.05	0.364
O	11.15	6.925	22.429	-0.079	0.085	-0.407
O	12.193	4.108	26.429	-0.054	-0.581	0.461
O	8.81	1.372	21.062	-0.523	0.009	0.455
O	6.731	4.92	28.433	0.045	0.059	-0.076
O	8.016	9.632	23.218	0.26	0.407	0.442
O	2.949	-0.161	17.115	-0.42	0.235	-0.29
O	4.532	3.6	20.196	-0.123	0.351	0.123
O	9.707	5.47	24.257	0.152	-0.621	-0.029
O	5.497	-1.671	28.326	-0.465	0.17	0.616
O	1.306	9.513	15.248	0.065	0.013	0.304
O	6.577	-2.221	21.833	-0.043	0.277	-0.616
O	2.274	6.096	20.618	0.664	0.06	-0.273
O	7.845	0.915	25.238	0.135	0.053	-0.182
O	12.187	9.516	15.443	-0.173	-0.043	0.496
O	9.562	-3.665	26.511	-0.034	-0.245	0.413
O	6.778	-4.443	25.369	0.233	-0.021	-0.071
N	16.349	5.09	19.614	-0.134	0.212	-0.13
O	12.9	-3.046	27.661	-0.25	-0.094	0.116
O	15.081	-1.247	23.923	0.191	-0.361	0.092
O	6.851	2.958	26.591	-0.108	0.004	0.112
O	12.243	-1.413	15.533	0.13	0.16	0.516
O	17.985	7.255	25.649	-0.078	-0.168	0.068
O	10.619	1.494	29.223	0.07	0.035	-0.296
O	13.404	6.431	26.485	0.414	0.377	0.382
O	17.943	3.902	21.768	0.473	-0.349	0.017
O	3.026	7.632	15.968	0.216	-0.426	-0.247
O	13.84	8.938	18.747	-0.374	0.05	0.332
O	12.784	7.767	24.281	-0.122	0.581	0.522
O	2.543	10.778	19.648	0.058	0.439	-0.12
O	11.176	5.078	16.297	0.172	0.19	0.246
O	4.754	7.954	26.32	0.296	-0.412	0.326
O	10.353	1.024	24.836	0.002	0.451	0.486
O	5.29	5.945	16.137	0.138	0.553	-0.184
O	9.63	4.882	21.793	-0.222	-0.651	0.421
N	2.061	3.369	19.32	-0.031	-0.028	-0.283
O	9.372	8.528	27.94	0.052	-0.366	-0.128
O	5.366	1.835	24.634	-0.509	0.503	0.203
O	7.378	9.719	26.689	-0.233	-0.048	0.264
O	8.416	5.15	26.492	-0.162	0.071	-0.074
O	12.973	-2.714	24.46	0.31	-0.146	0.456
O	4.92	-2.94	26.189	-0.421	0.34	-0.069
O	9.779	10.186	25.799	0.015	-0.008	-0.428
O	17.931	-3.185	20.322	-0.25	-0.335	0.453
O	18.059	5.382	28.568	0.193	0.355	-0.088
O	12.511	3.884	18.262	0.14	-0.676	0.212
O	2.064	8.905	17.959	0.043	0.242	-0.531
O	17.905	5.417	23.859	-0.067	0.267	-0.031
O	9.386	3.527	19.57	0.212	-0.024	-0.221
O	9.443	11.707	18.705	-0.197	-0.212	-0.115
O	6.357	9.051	18.368	-0.168	-0.417	-0.342
O	14.619	-1.532	28.791	0.239	0.447	-0.261
O	6.246	7.41	20.429	-0.073	-0.181	0.275
O	16.905	3.119	24.2	0.365	0.049	0.346
O	5.874	0.387	26.709	-0.873	-0.159	-0.11
O	14.121	11.413	18.121	-0.628	0.016	-0.098
O	4.987	-3.482	23.568	-0.528	-0.14	0.032
N	8.684	7.773	25.339	0.079	0.001	0.044
O	16.299	-3.565	18.084	0.234	-0.355	0.032
O	10.907	-3.153	20.132	0.183	0.055	-0.436
O	14.788	8.964	28.386	-0.533	-0.189	-0.326
O	13.728	4.467	20.389	-0.176	0.005	0.47
O	11.766	5.825	28.525	-0.185	0.546	-0.021
O	13.797	7.697	16.366	-0.071	-0.387	-0.061
O	12.644	-4.542	22.47	0.406	-0.165	0.221
N	15.577	4.753	22.328	-0.238	-0.173	0.097
O	12.003	-4.955	26.219	0.387	-0.332	-0.469
O	17.369	-0.211	22.85	-0.003	-0.233	0.196
O	3.773	-3.363	28.649	-0.161	-0.554	-0.095
O	15.915	2.687	20.491	-0.45	-0.35	0.323
O	9.576	-1.848	28.368	-0.106	0.212	-0.117
O	14.821	1.452	15.299	-0.072	0.138	0.296
O	16.235	9.269	26.181	-0.248	-0.264	-0.251
O	6.322	7.646	24.075	-0.137	-0.163	-0.275
O	9.601	-1.187	25.673	0.301	-0.066	-0.032
O	17.674	8.559	20.372	-0.321	0.123	0.122
O	10.424	11.246	16.32	0.362	0.18	0.19
O	6.818	-1.924	24.409	0.43	0.209	0.213
O	12.895	-1.377	20.389	0.083	0.094	0.024
N	6.303	-4.412	28.134	0.163	0.112	-0.099
O	16.81	1.374	18.417	0.285	0.196	-0.249
O	15.269	1.281	23.623	-0.236	0.299	-0.139
O	6.612	-4.798	22.046	-0.19	-0.179	0.241
O	2.497	9.559	26.431	0.001	0.361	0.346
O	15.03	-0.188	21.493	-0.014	0.637	-0.076
O	10.761	6.416	26.356	-0.044	0.305	0.26
O	15.961	5.194	16.659	-0.372	-0.203	0.033
O	4.051	4.394	17.78	-0.289	-0.035	-0.478
O	7.89	10.727	16.939	-0.214	-0.047	-0.021
O	3.05	-1.234	21.39	0.118	-0.179	0.32
O	3.507	-2.113	18.89	0.584	-0.18	-0.21
O	1.68	6.267	17.838	0.253	-0.485	0.177
O	8.812	3.275	28.358	-0.048	-0.177	-0.22
O	10.706	-4.128	24.192	-0.442	0.021	-0.228
O	6.938	2.553	19.8	-0.267	-0.177	-0.313
N	17.347	-1.272	18.613	0.204	0.127	0.045
O	2.751	7.865	22.384	0.607	-0.257	0.245
O	16.523	7.197	22.111	-0.057	0.214	-0.026
O	8.547	6.058	19.744	0.127	0.605	-0.203
O	9.191	11.416	21.38	0.002	0.245	0.451
O	15.376	-2.431	20.242	-0.286	-0.643	0.502
O	5.989	0.048	22.824	-0.189	-0.08	-0.333
O	11.025	0.975	22.413	0.319	0.426	-0.503
O	17.845	9.417	24.067	-0.439	0.221	-0.326
O	4.179	9.063	24.078	0.371	0.275	-0.153
O	7.536	9.61	20.607	0.516	-0.089	-0.363
O	3.059	10.508	22.196	-0.189	0.331	0.221
O	14.473	3.225	25.288	0.338	0.322	0.45
O	10.27	-0.751	20.712	-0.143	-0.044	-0.594
O	13.832	-1.023	26.293	0.115	0.27	0.05
O	3.645	3.553	28.413	0.228	0.137	-0.116
O	17.613	3.025	27.52	-0.017	-0.158	-0.059
O	9.446	6.753	15.361	-0.127	-0.043	0.515
O	11.454	-2.21	22.485	-0.141	0.494	0.288
O	1.439	3.943	15.365	0.036	-0.101	0.396
O	12.242	2.612	24.133	0.066	0.188	-0.328
O	6.896	-1.391	15.491	-0.092	0.024	0.218
O	4.152	1.792	18.372	0.095	-0.182	0.156
O	6.624	4.841	21.077	0.189	0.274	0.58
O	15.934	-3.712	29.507	0.143	-0.148	-0.221
O	13.014	5.146	24.241	-0.14	0.072	-0.631
O	13.844	6.963	22.029	0.015	-0.17	-0.596
O	5.705	2.555	22.197	0.323	0.27	0.26
O	3.932	6.396	24.482	0.367	-0.371	-0.506
O	5.526	10.087	16.152	-0.444	-0.069	0.2
O	13.246	6.395	18.609	-0.011	0.209	-0.091
O	4.09	7.033	18.217	0.268	0.235	0.261
O	8.531	7.146	22.692	-0.334	-0.035	-0.528
O	7.517	-1.826	26.909	-0.346	-0.209	-0.185
O	16.125	1.44	26.146	-0.147	-0.526	-0.185
O	14.111	10.652	20.652	0.465	0.099	0.52
O	4.862	-5.836	26.559	-0.212	0.359	-0.358

Results
total energy: -106638.412 eV
total energy less fixed offsets of N -271.95, O -438.35, Si -107.03 eV per atom: 4.628 eV
